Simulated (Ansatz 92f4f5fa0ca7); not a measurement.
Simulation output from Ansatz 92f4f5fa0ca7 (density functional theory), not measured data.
Periodic cell of 220 atoms, Si132O88, from a study of silicon, its oxide and their interface. The atomic structure is a simulated model.
This geometry differs little from another in the collection (a relaxation step or a small displacement).

Settings
functional: r2SCAN
potential files: Ansatz PAW
basis: plane waves
wave-function cutoff: 800 eV
density cutoff ratio: 5
exchange-correlation grid ratio: 1
k mesh: 1 x 1 x 1, shifted by 0.5 0.5 0 of a step
self-consistency stop: 1e-10 eV per atom in the density residual
occupations: fixed
spin: none
net charge: 0

Cell vectors (angstrom)
a 10.887 0 0
b 0 10.887 0
c 0 0 31.3558

Atoms: element, x, y, z (angstrom)
Si 0.2004 -0.2682 0.1467
Si 2.657 2.6129 0.4197
Si 0.4864 4.8507 -0.0291
Si 2.2889 8.2985 0.1206
Si 4.7614 0.3462 0.043
Si 7.6664 2.9132 -0.0718
Si 5.4329 5.1276 0.2245
Si 8.0368 8.0199 -0.1019
Si 1.2548 1.2235 1.609
Si 4.0281 3.9961 1.6672
Si 1.286 6.6195 1.3901
Si 3.8619 9.5278 1.3982
Si 6.5885 1.3096 1.2641
Si 9.4748 3.952 1.1569
Si 6.6459 6.802 1.3471
Si 9.4106 9.413 1.264
Si -0.1631 2.6796 2.7357
Si 2.6373 -0.0869 2.9219
Si -0.1131 8.0487 2.6903
Si 2.6711 5.4467 2.864
Si 5.4323 2.6132 2.8664
Si 8.043 -0.0482 2.5961
Si 5.3238 8.1878 2.7025
Si 8.1505 5.4043 2.5957
Si 1.2524 4.0423 4.096
Si 4.0436 1.291 4.2003
Si 1.2483 9.4055 4.1303
Si 4.0428 6.8297 4.1422
Si 6.8291 4.0609 4.0632
Si 9.3942 1.303 4.0512
Si 6.7304 9.5181 4.0439
Si 9.4402 6.733 4.0696
Si -0.0779 -0.0229 5.41
Si 2.6622 2.7121 5.4511
Si -0.0556 5.425 5.4649
Si 2.6754 8.1465 5.5133
Si 5.432 -0.0408 5.5075
Si 8.1392 2.7042 5.4646
Si 5.4542 5.4416 5.4163
Si 8.1111 8.1515 5.3968
Si 1.3166 1.3377 6.7872
Si 4.064 4.089 6.7614
Si 1.3263 6.7735 6.8342
Si 4.0611 9.5098 6.8601
Si 6.7855 1.3602 6.8304
Si 9.5074 4.0617 6.8341
Si 6.7901 6.8064 6.7951
Si 9.4822 9.5149 6.7657
Si 0.0178 2.7237 8.1747
Si 2.7112 0.0329 8.1731
Si -0.0064 8.2097 8.1364
Si 2.7465 5.4445 8.1567
Si 5.4257 2.7576 8.1427
Si 8.1775 -0.0019 8.1512
Si 5.4623 8.1603 8.188
Si 8.17 5.4776 8.1642
Si 1.4017 4.1002 9.5202
Si 4.0924 1.4059 9.5168
Si 1.3744 9.5421 9.5224
Si 4.108 6.7999 9.5313
Si 6.7879 4.1272 9.4994
Si 9.5522 1.3457 9.5064
Si 6.8456 9.5385 9.5296
Si 9.535 6.8813 9.5025
Si 0.0312 0.012 10.8983
Si 2.7784 2.7774 10.9081
Si 0.079 5.5715 10.7999
Si 2.7862 8.2048 10.8635
Si 5.4965 0.0478 10.8368
Si 8.1828 2.7532 10.7837
Si 5.4829 5.49 10.9251
Si 8.217 8.221 10.9395
Si 1.4164 1.3854 12.2087
Si 4.137 4.145 12.3027
Si 1.4428 6.8849 12.2489
Si 4.1894 9.5562 12.1959
Si 6.8565 1.4152 12.1845
Si 9.5529 4.199 12.0059
Si 6.8461 6.8704 12.2958
Si 9.5992 9.5681 12.3338
Si 0.0541 2.9152 13.3255
Si 2.8417 0.0415 13.5273
Si 0.1459 8.2504 13.704
Si 2.8269 5.5648 13.6629
Si 5.5393 2.774 13.6006
Si 8.2351 0.1234 13.6112
Si 5.5466 8.2731 13.6906
Si 8.2708 5.4662 13.5092
Si 1.2099 4.3228 14.804
Si 4.3842 1.1811 14.8726
Si 1.8095 9.4267 14.9808
Si 3.9731 7.1513 15.0376
Si 7.1384 3.9304 14.8831
Si 9.412 1.8591 14.673
Si 6.6721 9.9235 14.9912
Si 9.9016 6.5257 14.8104
Si 3.0097 2.9639 17.0079
Si 13.2922 0.6936 26.9211
Si -6.9381 6.7595 29.3945
Si 9.2541 -3.9704 17.7572
Si 8.6956 3.0906 28.5111
Si 21.8778 11.1775 16.8044
Si 13.7872 -7.0704 23.1248
Si 7.1004 16.7003 19.4452
Si 5.2629 -5.6934 17.1145
Si 5.8674 4.1413 23.5494
Si 1.9949 -4.5693 21.4423
Si -8.6417 -1.8706 22.4975
Si 3.564 11.8644 22.4448
Si -14.061 -2.6315 21.1166
Si 11.8155 13.2545 18.9655
Si 14.5254 7.7723 24.991
Si -11.3236 -3.758 26.6878
Si 10.3024 1.8188 21.5157
Si 12.4373 3.224 25.6716
Si 0.0245 -9.8491 28.6687
Si -2.4195 -1.1763 17.5204
Si -1.3473 5.983 29.3129
Si -11.6764 1.6285 24.5616
Si 19.0208 11.1167 20.1419
Si -4.9431 -1.6681 29.3157
Si -3.4618 13.626 25.579
Si 6.2536 1.5632 21.8453
Si 19.9187 6.3991 24.2239
Si -5.1447 0.5453 24.4241
Si -0.151 -0.6902 26.295
Si 4.9132 -11.949 26.6562
Si 13.2346 -4.9869 26.842
Si -1.9341 4.6305 21.4736
Si -4.5223 -3.8737 23.5886
Si 11.1397 16.1994 19.311
Si 10.496 7.9026 22.3015
O -3.9076 8.048 -8.8236
O -11.7 -5.6184 -10.841
O -0.5528 -2.2342 -5.1634
O -10.598 -7.0521 -12.7202
O -4.3042 4.1134 -0.3347
O -1.6121 3.063 -9.7655
O 1.2227 9.4448 -0.3736
O 1.7421 3.9099 -7.128
O 7.3349 -1.9173 -1.2491
O 4.0768 -6.7587 -14.1377
O -1.0492 -0.826 -14.5873
O 12.5611 -5.0744 -11.424
O 7.9016 2.9212 -4.2475
O 8.824 6.7984 -0.8503
O 10.6653 0.6202 -1.1528
O 0.0909 5.4001 15.3306
O -2.1587 4.6633 28.8687
O 5.4891 0.0919 15.3826
O 3.6962 1.7272 16.2438
O 2.8629 8.2761 15.514
O 4.6753 6.5279 16.3887
O 0.6928 2.1357 20.5581
O 11.4759 17.4923 22.2037
O 10.4969 1.4397 15.8068
O 6.4765 4.6035 16.2161
O 6.9555 -3.598 20.0744
O 28.4358 -10.337 23.0787
O 10.7254 6.4538 18.2375
O 16.6316 5.4438 18.6459
O 9.1678 7.0647 16.1608
O -15.0154 -17.7152 24.9088
O 8.28 2.8413 15.3619
O 9.9068 6.0635 25.5585
O 4.3188 14.7594 23.8922
O 13.6712 -5.7932 22.1418
O 6.3362 -7.8346 22.4577
O 15.647 1.1672 21.3727
O 8.1764 0.0493 18.5385
O 16.9636 9.6345 27.7596
O 9.5608 11.4274 20.8404
O 13.6139 13.251 22.407
O -7.8723 6.341 25.4224
O -0.1705 1.5592 23.0606
O 18.3608 9.7823 20.7276
O 28.945 1.4571 20.5392
O 5.6948 -0.8235 25.2551
O 5.0057 7.5665 24.1917
O -7.4609 -15.6869 28.0274
O -3.5963 -1.4146 16.4432
O 24.5377 29.5428 21.5424
O 0.3108 1.0615 18.2125
O -1.5589 -2.9048 21.174
O -0.6539 -10.9738 27.716
O -6.9919 0.111 27.136
O 2.5791 -8.8627 26.0124
O -4.8649 5.5972 22.8912
O 7.5546 15.7192 20.6586
O -5.7194 -11.3248 30.023
O 7.5218 -4.1376 24.6963
O -6.391 5.5616 30.3201
O 0.0919 2.5236 25.5953
O 1.785 3.5212 16.1048
O -2.1038 8.3554 18.3442
O 3.6977 1.5603 30.9815
O 2.7516 -3.3021 30.0856
O 11.9837 -4.0119 27.0843
O 3.9709 -2.353 26.384
O -2.2512 2.2984 24.6022
O -1.1819 7.7646 23.6829
O 11.5156 -1.729 22.3145
O -8.4219 -8.4157 18.4573
O 10.1909 2.4693 28.4142
O -9.111 -6.5007 26.7706
O 1.614 1.1125 28.295
O 2.7916 10.4867 22.1018
O 8.2427 5.7944 18.3007
O -1.909 5.3122 22.9771
O 12.2849 10.3561 16.2811
O -0.8763 0.1049 25.0919
O 10.9901 5.5048 29.8669
O 9.6015 6.9612 28.0434
O -4.6254 -9.2622 25.503
O 2.6398 8.6192 24.0273
O -6.6616 0.8405 23.9247
O 1.6273 3.6843 30.9933
O 5.1626 7.8095 29.264
O 7.976 2.345 29.7684
O 1.4576 -0.423 26.1995

Results
free energy: -134624.143 eV
free energy less fixed offsets of O -570.45, Si -639.56 eV per atom: -2.623 eV

Forces (eV/angstrom), in the order of the atoms: element, x, y, z
Si -0.0002 0.0019 -0.0053
Si -0.0003 -0.0002 -0.0034
Si 0.001 0.0013 -0.0061
Si -0.0008 -0.001 -0.0042
Si 0.0004 0.0006 -0.0069
Si 0.0015 -0.0011 -0.0052
Si -0.0029 0.0001 -0.0038
Si 0.0001 -0.0008 -0.0074
Si -0.0014 0.0011 -0.001
Si 0.0003 -0.0003 0.0004
Si -0.0007 -0.0002 0
Si 0.0002 0.0008 -0.0005
Si -0.0014 -0.0007 0.0005
Si 0.0023 -0.0009 0.0005
Si -0.0001 0.0004 0.0006
Si -0.0012 0.0005 0.0008
Si -0.002 0.0011 -0.0004
Si -0.0005 0.0003 -0.0001
Si -0.0011 -0.0011 -0.0014
Si -0.0016 0.0007 -0.0007
Si -0.0013 -0.0011 -0.001
Si 0 -0.0005 -0.0003
Si -0.0004 -0.0002 -0.0004
Si -0.0011 0.0002 -0.0012
Si -0.0011 0.0004 0.0002
Si 0.0002 0.0003 -0.0001
Si -0.001 -0.0009 0.0002
Si 0.0001 0.0009 -0.0001
Si 0.0005 -0.0003 0.001
Si -0.0005 -0.0001 0
Si -0.0009 0.0014 0.0007
Si -0.0016 -0.0004 0.0008
Si -0.0009 0.0007 -0.0002
Si -0.0003 0.0007 0.0001
Si 0 0.0003 -0.0002
Si 0.0002 0.0002 0.0004
Si -0.0019 -0.0006 0.0002
Si -0.0011 0.0003 -0.0006
Si -0.0014 0.0004 0.0002
Si 0.0002 0.0006 -0.0002
Si 0.0001 0.0003 -0.0001
Si -0.0013 0.0007 0.0002
Si 0.0002 0.0003 -0.0005
Si -0.0012 0.0002 -0.0004
Si -0.0011 0.0006 -0.0007
Si -0.0016 0.0001 -0.0007
Si -0.0016 0.0007 -0.0001
Si 0.0004 0.0003 -0.0001
Si -0.0007 0.0008 0.0002
Si -0.0019 0.0001 0.0006
Si -0.002 -0.0004 0.0001
Si -0.0002 0.0006 0.0003
Si -0.0013 0.0002 0.0004
Si -0.0016 0.0007 0
Si -0.0008 0.0008 0.0006
Si -0.0016 0.0001 0.0004
Si 0.0004 0.0008 0.0003
Si -0.0016 -0.0004 0.0002
Si -0.001 0.0004 0.0002
Si -0.0007 0.0005 0.0002
Si -0.0013 -0.0006 0.0001
Si -0.0004 0.0005 0
Si 0.0004 0.0005 0.0003
Si -0.0015 0.0007 0.0002
Si -0.0007 0.0003 -0.0003
Si 0 0.0002 -0.0002
Si -0.0006 0.0004 -0.0004
Si -0.001 -0.0005 -0.0004
Si 0.0001 0.0009 -0.0006
Si -0.0012 -0.0001 -0.0001
Si -0.0003 0.0003 -0.0007
Si 0.0003 -0.0002 -0.0006
Si 0.0008 0.0001 -0.0005
Si -0.0001 0.0002 0
Si -0.0012 0.001 0.0004
Si -0.0004 -0.0005 0.0003
Si -0.0003 -0.0001 0
Si -0.0009 0.0004 0.0001
Si -0.0001 0.0006 -0.0008
Si -0.0008 -0.0003 0.0004
Si 0.0006 0.0009 0.0002
Si -0.0005 -0.0001 -0.0005
Si -0.0001 0.0011 -0.0004
Si -0.001 -0.0005 -0.0004
Si -0.0011 0.0009 -0.0001
Si 0.0002 0.0004 -0.0003
Si -0.0005 0.0001 0.0006
Si -0.0011 0.0003 0.0003
Si -0.0005 -0.0019 0.0043
Si -0.002 0.0005 0.005
Si -0.0002 0.0026 0.0054
Si 0 0.0006 0.0062
Si 0.0002 0.0016 0.0049
Si 0.0004 0.0003 0.005
Si 0.001 -0.0011 0.0056
Si -0.002 0.0006 0.0056
Si -0.0002 -0.0001 0.0062
Si 0.0015 0.0002 -0.0053
Si -0.0005 -0.0026 -0.0078
Si 0.0007 -0.0005 0.0059
Si -0.0006 0.0003 -0.0075
Si -0.0008 0.0006 0.0071
Si 0.0004 -0.0033 0.0001
Si 0.0006 0.0011 0.0053
Si -0.001 0.0003 0.0067
Si -0.0011 -0.0015 -0.0007
Si 0.0031 0.0006 0.0014
Si -0.0063 0.0013 -0.0011
Si 0.0016 -0.0025 -0.0007
Si 0.003 -0.0013 0.0033
Si -0.0025 0.0002 0.0053
Si 0.0034 -0.0007 -0.0037
Si 0.0011 -0.0004 -0.0058
Si -0.0015 -0.0001 0.0028
Si 0.0017 -0.0009 -0.0041
Si 0.0002 0 -0.007
Si -0.0001 0.0011 0.0074
Si -0.0024 0.0026 -0.0069
Si 0.0004 -0.0001 -0.0026
Si -0.0011 0.0011 0.0056
Si 0.0013 0.0006 -0.0097
Si -0.0015 -0.0005 -0.0037
Si 0.0004 0.0008 0.0017
Si -0.0009 0.0006 -0.0022
Si 0.0005 -0.0003 -0.0002
Si -0.0012 -0.0002 -0.0054
Si 0.0017 -0.0006 -0.0051
Si 0.001 0.0003 -0.0067
Si 0.0002 -0.0019 0.0021
Si 0.002 -0.0006 0.0001
Si 0.0014 -0.0001 0.0054
Si -0.0004 -0.0025 -0.0012
O 0.0003 -0.0017 -0.0004
O 0.0006 -0.001 -0.0016
O 0.0009 -0.0011 0.0013
O 0.0007 -0.0007 -0.0022
O -0.0014 0.0005 0.001
O 0.0015 0.0009 -0.0009
O -0.0005 -0.0004 0.0046
O 0.0032 -0.0016 0.0006
O 0.0008 -0.0015 0.0062
O -0.0006 -0.0003 -0.0021
O -0.0007 -0.0011 -0.0072
O -0.0013 -0.0015 -0.0007
O 0.0023 0.0001 0.0031
O -0.0022 0.0019 0.0023
O 0.0002 -0.0025 0.0036
O -0.0002 0.0009 -0.0041
O 0.0017 0.0011 0.003
O -0.0017 0.0004 -0.0038
O 0.0011 -0.0004 -0.0052
O -0.0016 0.0003 -0.0006
O -0.0023 0.0016 -0.0039
O 0.0015 0.001 -0.0047
O 0.0029 -0.001 -0.0011
O -0.0024 0.0026 -0.0071
O 0.001 -0.0006 -0.0072
O 0 -0.0026 -0.0031
O 0.0004 0.0006 0.0006
O -0.0016 0.0008 -0.0054
O 0 -0.0002 -0.006
O 0.0013 -0.0016 -0.005
O 0.002 -0.0014 -0.0002
O -0.0006 0.0002 -0.0008
O 0.0013 0.0008 0.0022
O 0.0023 -0.0007 -0.0051
O 0.0011 -0.0038 0.0011
O 0.0032 -0.0017 -0.0001
O 0.0008 -0.0001 0.0006
O 0.0015 -0.0016 -0.0028
O -0.0003 -0.0016 0.0057
O -0.0002 -0.0005 -0.0043
O 0.0015 -0.0005 0.0033
O -0.001 -0.001 0.0043
O -0.0013 0.0003 0.0002
O 0.0029 0.0003 -0.0017
O -0.0003 -0.0009 -0.001
O 0.0007 0.0008 0.0015
O 0.0001 -0.0003 0.0014
O 0.0011 0.0016 0.0064
O -0.0028 0.0013 -0.0052
O 0.0001 -0.0041 -0.0009
O 0.0001 -0.0011 -0.003
O -0.0004 0.001 -0.0015
O 0.0006 0.001 0.0026
O 0.0006 -0.0005 0.0022
O -0.0006 -0.0017 0.0014
O 0.0019 -0.0013 0.0007
O 0.0002 0.0007 -0.0043
O -0.0008 0.0016 0.0046
O 0.0018 -0.0008 0.0001
O 0.0006 -0.0007 0.0036
O 0.0008 -0.0004 0.0005
O -0.0012 0.0026 -0.0065
O -0.0004 0.0007 -0.0071
O -0.0005 -0.0003 0.0028
O -0.0027 0.0013 0.0033
O 0.0003 -0.0003 0.0004
O 0.0019 0.0007 0.0027
O 0.0023 -0.0003 0.0022
O 0.0003 -0.002 -0.0013
O -0.0034 -0.001 -0.0003
O 0.0016 0.0014 -0.0058
O -0.0001 0 0.0039
O 0.001 -0.0001 0.002
O -0.0003 0 0.0021
O 0.0036 0.0014 0.0003
O 0.0008 0.0011 -0.003
O -0.0001 -0.0005 -0.0013
O 0.0006 -0.0009 -0.0037
O 0.0029 -0.001 0.0014
O 0.0009 0.0001 0.0071
O 0.0005 -0.0028 0.0056
O 0.0004 -0.0017 -0.0001
O 0.0005 -0.0008 -0.0004
O 0.0027 -0.0031 -0.0012
O 0.0001 0.0002 0.0046
O -0.0003 0.0004 0.0062
O -0.0009 0.0003 0.0066
O -0.001 -0.0008 0.0016

The program warned: the cutoff lies below the one the program advises for these potential files; the forces do not sum to zero within the program's tolerance; empty levels may hold ghost states of the PAW files; the exchange-correlation potential is rough where the density is thin.
